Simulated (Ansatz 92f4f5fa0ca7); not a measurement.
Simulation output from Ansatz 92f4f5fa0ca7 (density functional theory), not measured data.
Periodic cell of 224 atoms, Si134O86N4, from a study of silicon, its oxide and their interface. The atomic structure is a simulated model.

Settings: functional r2SCAN; potential files Ansatz PAW; basis plane waves; wave-function cutoff 800 eV; density cutoff ratio 5; exchange-correlation grid ratio 1; k mesh 1 x 1 x 1, shifted by 0.5 0.5 0 of a step; self-consistency stop 1e-10 eV per atom in the density residual; occupations fixed; spin none; net charge 0.

Cell vectors (angstrom)
a  10.88  0  0
b  0  10.88  0
c  0  0  31.912

Atoms: element, x, y, z (angstrom)
Si  -0.3259  0.8584  -0.1375
Si  3.0848  2.3977  0.0277
Si  -0.3332  5.8534  -0.058
Si  2.4471  8.108  -0.3186
Si  5.3816  0.2546  -0.0891
Si  8.2706  2.8808  0.3259
Si  5.92  4.7948  -0.1012
Si  8.3863  7.9776  -0.1725
Si  1.3591  1.5004  1.3788
Si  4.1702  4.0378  1.2697
Si  1.3337  6.8273  1.2431
Si  3.9929  9.5057  0.9678
Si  6.8581  1.3492  1.3875
Si  9.4829  4.3902  1.5411
Si  6.9213  6.6439  1.152
Si  9.4543  9.7835  0.9776
Si  0.0566  2.923  2.7029
Si  2.692  -0.0492  2.5338
Si  -0.071  8.3142  2.4513
Si  2.7455  5.4519  2.5489
Si  5.4406  2.6911  2.7077
Si  8.1891  -0.0192  2.6437
Si  5.4198  8.1214  2.3478
Si  8.0375  5.5245  2.8608
Si  1.422  4.1875  4.0364
Si  4.0317  1.3062  3.9445
Si  1.3199  9.5348  3.9144
Si  4.1025  6.8337  3.8589
Si  6.7394  4.0601  4.0966
Si  9.5369  1.4318  3.932
Si  6.7456  9.4726  3.8584
Si  9.4944  6.9606  3.9556
Si  -0.0132  0.0498  5.2862
Si  2.7248  2.7234  5.3147
Si  -0.0109  5.5451  5.3046
Si  2.6987  8.1615  5.2472
Si  5.4236  -0.0358  5.2727
Si  8.1688  2.7066  5.3568
Si  5.3776  5.4824  5.3281
Si  8.0999  8.2188  5.3202
Si  1.3336  1.3983  6.6594
Si  4.0502  4.0948  6.671
Si  1.3494  6.8535  6.6781
Si  4.0519  9.5051  6.6346
Si  6.7829  1.3312  6.6629
Si  9.5283  4.1169  6.6602
Si  6.7805  6.8087  6.6687
Si  9.4672  9.5887  6.6447
Si  -0.0101  2.7513  8.0459
Si  2.6869  0.013  7.9708
Si  -0.0681  8.207  7.989
Si  2.6799  5.4378  8.017
Si  5.4416  2.7425  7.9886
Si  8.1218  -0.0005  8.0638
Si  5.405  8.146  8.0144
Si  8.1369  5.4335  8.0178
Si  1.3354  4.1262  9.421
Si  4.0578  1.3859  9.2922
Si  1.2988  9.5573  9.3244
Si  4.0817  6.7467  9.3622
Si  6.7951  4.0676  9.397
Si  9.491  1.378  9.3903
Si  6.7515  9.4816  9.404
Si  9.4728  6.8143  9.3617
Si  -0.0371  0.0032  10.7445
Si  2.7636  2.7475  10.6896
Si  -0.0514  5.5013  10.7633
Si  2.6523  8.1222  10.5801
Si  5.3613  0.0186  10.6586
Si  8.1433  2.7144  10.7711
Si  5.4484  5.4223  10.7896
Si  8.0735  8.0701  10.7812
Si  1.3864  1.418  11.9994
Si  4.1419  4.0209  12.139
Si  1.3647  6.8787  12.0727
Si  3.9425  9.4999  11.8858
Si  6.7417  1.2946  12.0462
Si  9.4713  4.137  12.114
Si  6.731  6.7374  12.2819
Si  9.4793  9.4192  12.0483
Si  0.0588  2.7902  13.3492
Si  2.6189  -0.0759  13.2946
Si  -0.013  8.1923  13.5063
Si  2.6958  5.4086  13.3608
Si  5.5011  2.6348  13.5406
Si  8.0614  -0.1596  13.3477
Si  5.189  8.2311  13.3727
Si  8.1341  5.3259  13.7121
Si  1.1837  4.3511  14.7619
Si  4.2483  0.9562  14.5679
Si  0.8654  10.0367  14.7565
Si  3.7371  6.9365  14.7498
Si  7.2787  3.4112  14.986
Si  9.5201  1.2993  14.375
Si  6.4573  9.6694  14.7585
Si  9.8172  6.5587  14.8351
Si  1.4927  -1.6216  19.5432
Si  2.1731  1.4804  19.3427
Si  -4.9825  5.4186  21.5233
Si  1.3345  9.845  22.4214
Si  9.3568  -2.0467  22.5447
Si  5.8265  3.4105  17.8154
Si  5.2358  8.1048  16.7657
Si  6.0757  6.2921  18.6176
Si  8.0256  18.7341  17.0722
Si  7.9145  10.8042  23.913
Si  7.1329  3.1554  20.5107
Si  -1.7725  -6.2745  25.0663
Si  -6.6981  2.4578  21.3757
Si  8.5456  -5.8163  28.0456
Si  12.2445  2.0342  21.994
Si  5.4525  3.5125  26.3845
Si  12.4977  0.0964  27.2227
Si  13.8055  13.4892  16.7335
Si  4.755  -3.3099  23.2662
Si  2.4723  -2.2392  16.8038
Si  1.9566  7.5719  24.3234
Si  6.616  6.2823  25.2508
Si  8.725  5.5043  21.0276
Si  10.6652  -4.8659  23.1349
Si  9.2306  2.3829  22.8742
Si  12.3018  1.741  29.6228
Si  4.2151  0.918  25.7888
Si  5.0942  10.6845  22.9645
Si  -1.5885  -2.5708  19.7549
Si  -0.6364  3.476  30.1202
Si  4.0062  -3.4451  29.1541
Si  6.973  -9.9303  26.7645
Si  7.9132  7.9716  27.4294
Si  1.6129  -3.0241  27.3813
Si  5.5024  4.9282  28.7961
Si  10.7552  8.2547  29.8065
Si  6.2613  9.2203  29.7386
Si  9.4907  -0.5927  27.7584
O  5.216  -4.3782  -3.2385
O  0.6547  0.5912  30.4786
O  2.3756  2.7056  30.4933
O  -1.8411  -1.8747  26.8276
O  3.2995  7.1099  30.5826
O  -1.7134  4.3326  29.3124
O  4.2689  1.377  -0.4903
O  7.0859  -1.8811  28.3763
O  7.1497  3.7653  -0.496
N  9.5626  2.2537  31.1989
O  9.1409  4.3983  26.6772
O  5.3764  11.3503  26.9059
O  11.1692  2.7314  29.0277
N  9.7947  7.235  30.914
O  7.4534  5.5632  22.1024
O  0.0538  5.4285  15.3208
O  5.4747  0.0489  15.2062
O  3.1499  1.398  15.7028
O  -0.2963  11.155  15.1371
O  1.4036  9.7125  16.2748
O  4.8884  6.724  15.9224
N  5.573  14.5476  21.3071
O  6.7972  3.5699  16.5385
O  9.0972  -9.9903  23.4378
O  8.5053  2.3184  15.1974
O  7.4037  6.4709  17.6965
N  6.7647  8.725  16.2435
O  12.859  9.1014  21.1051
O  -5.4792  4.882  18.3037
O  9.271  7.4223  16.1376
O  -6.25  1.0049  21.9762
O  2.7824  -7.9874  22.1786
O  -7.3358  -3.5251  24.3102
O  2.1473  3.829  15.9975
O  1.0616  1.9904  20.4014
O  1.9367  13.0469  17.9187
O  5.2228  -3.2533  18.3043
O  2.441  7.4209  15.7049
O  -2.7327  2.4367  21.6098
O  6.1809  6.3127  20.2
O  12.6162  11.4101  22.5162
O  8.7645  3.3342  24.1171
O  1.732  -1.7916  23.7906
O  15.2935  13.7072  17.3187
O  14.5089  12.8754  19.8976
O  9.79  7.3534  22.9699
O  4.734  17.1631  22.2491
O  12.2022  6.5209  23.2416
O  8.5255  8.6851  18.3824
O  -3.4294  0.2939  25.3822
O  -2.7301  -6.5269  20.0225
O  -2.8201  5.7833  24.7934
O  4.0131  9.1699  16.6732
O  10.6226  -1.091  22.3069
O  13.0583  0.971  28.4552
O  2.1472  -2.5604  18.3727
O  4.7466  -1.7857  22.6417
O  10.0705  -5.7663  21.8974
O  6.5761  2.5877  19.0573
O  12.8217  -0.1113  19.1551
O  11.3049  -3.3694  28.4404
O  8.4837  -1.5723  23.8021
O  10.8384  0.1577  27.1504
O  -0.0319  -8.3066  22.6294
O  6.683  -0.0056  22.8984
O  12.2471  -3.4833  25.836
O  -1.6705  6.7104  20.0576
O  8.596  -1.9664  21.1036
O  2.6295  0.6235  26.058
O  2.9683  -3.6694  27.947
O  -5.118  -5.97  25.5713
O  4.7051  3.9386  27.7823
O  4.5184  0.0946  24.4375
O  1.2187  8.7276  30.6432
O  10.5061  5.1951  24.5178
O  17.6774  2.577  26.6459
O  4.7052  -2.0022  29.4022
O  6.0808  7.2777  24.113
O  17.8694  4.7477  28.2333
O  11.1038  4.6545  30.8664
O  10.795  8.8814  19.5642
O  4.4346  -8.3492  25.5707
O  1.9298  -1.4534  27.4108
O  5.1665  -6.1932  30.3481
O  8.6927  -4.189  28.0777
O  -2.6632  0.4971  27.7783
O  6.1884  -0.1951  30.4384
O  9.8779  -1.3257  29.2216
O  7.0797  -2.6211  30.7588
O  6.8058  7.3154  26.4731

Results
free energy: -136299.058 eV
free energy less fixed offsets of N -386.36, O -570.45, Si -639.56 eV per atom: 6.122 eV

Forces (eV/angstrom), in the order of the atoms: element, x, y, z
Si  0.0438  0.0105  -0.203
Si  -0.0217  0.0406  -0.3295
Si  0.054  0.0201  -0.2371
Si  -0.0617  -0.0309  -0.2836
Si  0.067  0.02  -0.2455
Si  0.0218  -0.1159  -0.2368
Si  -0.0789  -0.0527  -0.4068
Si  -0.0742  -0.1252  -0.2036
Si  -0.0502  0.0286  0.0052
Si  0.0135  0.0186  0.0415
Si  -0.0626  -0.0238  0.0894
Si  0.0139  0.0043  0.0666
Si  -0.0295  0.0277  -0.0327
Si  0.0907  0.011  -0.0219
Si  -0.0101  0.0666  -0.016
Si  0.034  0.0184  0.0494
Si  -0.0473  -0.0665  -0.0577
Si  -0.0227  -0.0673  0.0067
Si  0.0439  0.0273  -0.0144
Si  -0.0109  -0.0156  -0.0226
Si  0.0086  -0.0171  -0.0243
Si  0.0276  -0.0279  0.0002
Si  -0.008  -0.0062  0.0156
Si  0.0213  0.0374  0.0066
Si  0.0271  0.0325  0.0061
Si  0.0172  0.0073  0.0446
Si  -0.0295  -0.0126  0.0238
Si  -0.0044  0.0444  0.004
Si  -0.0033  -0.0345  0.0362
Si  0.035  0.002  0.0168
Si  0.005  -0.0215  0.0096
Si  0.0493  -0.0272  0.0351
Si  0.0219  -0.004  0.0084
Si  -0.019  -0.0122  -0.002
Si  -0.0193  0.0219  0.0211
Si  0.0037  -0.0137  -0.0015
Si  0.004  -0.003  0.0076
Si  0  0.0134  0.0143
Si  0.002  0.0039  0.0239
Si  -0.0107  0.0125  0.0105
Si  -0.0238  0.001  -0.0013
Si  -0.0013  0.004  -0.0028
Si  -0.0016  -0.0087  -0.0083
Si  -0.005  -0.0041  -0.0029
Si  -0.008  -0.0142  -0.0047
Si  0.0093  -0.0067  0.0023
Si  -0.0003  -0.0087  -0.0003
Si  0.0053  0.0051  -0.0065
Si  0.0044  0.0011  -0.0002
Si  0.0111  -0.0066  -0.0028
Si  -0.0016  -0.0009  0.0075
Si  -0.0045  0.0046  0.0016
Si  0.0193  0.001  0.0068
Si  -0.013  -0.0154  0.0058
Si  0.0079  0.0081  -0.0052
Si  0.0041  0.0044  0.0056
Si  -0.0125  -0.0089  -0.0183
Si  -0.013  0.0019  -0.0102
Si  -0.0011  -0.0302  -0.0246
Si  0.0028  -0.0095  -0.0068
Si  -0.011  0.0185  -0.0117
Si  0.0165  -0.0054  0.0004
Si  0.0206  0.0096  -0.0259
Si  -0.0143  -0.0031  -0.0011
Si  -0.0278  0.0211  -0.0256
Si  0.0152  -0.0139  0.0062
Si  0.0007  0.037  -0.0232
Si  -0.0145  0.016  0.0055
Si  0.016  -0.0118  -0.0214
Si  -0.0081  -0.0107  -0.0317
Si  0.0145  -0.0077  -0.0049
Si  0.0119  -0.0295  -0.0128
Si  0.011  0.0158  0.0085
Si  -0.0149  0.0074  0.0035
Si  -0.0303  -0.0255  0.0168
Si  0.012  -0.0067  0.0511
Si  -0.0007  0.0303  -0.0001
Si  -0.0165  0.0162  0.0342
Si  -0.008  0.0196  0.0137
Si  0.0088  -0.0339  -0.0184
Si  0.0184  0.0171  -0.0309
Si  -0.0306  -0.026  -0.0339
Si  0.0197  0.0087  -0.0292
Si  0.0343  0.0084  -0.0527
Si  0.0401  0.0014  -0.0352
Si  0.0218  0.0184  -0.0456
Si  0.0475  0.0202  -0.0763
Si  0.0081  -0.0351  -0.0282
Si  -0.0017  0.0025  0.2063
Si  -0.0373  0.0355  0.2105
Si  -0.0147  0.0246  0.2492
Si  -0.0625  -0.0537  0.2262
Si  0.033  -0.039  0.2663
Si  -0.0148  0.0436  0.151
Si  0.0028  -0.0517  0.2858
Si  0.0129  -0.0052  0.2151
Si  -0.0325  0.0345  0.1473
Si  0.011  0.0069  0.1512
Si  0.013  -0.0134  0.0726
Si  -0.0043  0.0132  0.0357
Si  0.0099  -0.0034  0.0357
Si  -0.0241  0.0117  0.2039
Si  -0.001  -0.0298  0.2405
Si  0.0293  -0.063  0.2066
Si  0.0329  -0.0309  0.2452
Si  0.0173  -0.0017  -0.0533
Si  0.0211  0.0319  0.1114
Si  0.0174  0.0003  -0.0841
Si  0.0049  -0.0027  0.0805
Si  -0.0348  0.0219  -0.1574
Si  -0.0011  0.0229  0.0439
Si  0.0201  -0.0134  -0.087
Si  0.0055  -0.0004  -0.1343
Si  0.0117  -0.0087  0.2328
Si  0.0033  0.0007  0
Si  -0.0185  -0.0253  0.2268
Si  0.0027  -0.0038  -0.0751
Si  -0.0077  -0.006  -0.0885
Si  -0.0079  -0.0135  0.0765
Si  -0.0015  0.0017  -0.0053
Si  0.0065  -0.0096  0.0133
Si  0.0319  -0.0135  -0.2371
Si  0.0154  0.003  -0.0581
Si  -0.0046  0.0076  -0.0025
Si  0.0191  -0.0308  0.1392
Si  -0.0033  0.1063  -0.2548
Si  0.0396  -0.0291  -0.2234
Si  -0.024  0.0183  -0.0845
Si  0.0127  -0.0404  -0.1291
Si  0.0179  0.0021  -0.1409
Si  0.0459  -0.0028  -0.1944
Si  -0.0137  0.0584  -0.2747
Si  -0.0165  -0.0537  -0.212
Si  -0.0222  0.0439  -0.1459
O  -0.0287  -0.0098  0.0749
O  -0.0067  0.0001  0.1734
O  0.0426  -0.0062  0.1564
O  0.0064  0.0051  0.0819
O  -0.0534  0.0468  0.183
O  0.0448  -0.0373  0.1257
O  -0.04  -0.0276  0.2325
O  -0.0556  0.0112  0.119
O  0.0256  0.0906  0.3427
N  -0.0808  -0.0583  0.2095
O  -0.0018  0.0265  0.0859
O  0.0097  0.0009  0.0429
O  -0.024  -0.0404  0.1182
N  -0.0231  -0.004  0.2232
O  0.0205  -0.0074  -0.0317
O  0.0072  -0.0244  -0.076
O  0.0025  -0.0184  -0.1942
O  0.0356  -0.0523  -0.1377
O  -0.0138  0.0172  -0.143
O  -0.0139  0.0127  -0.1818
O  -0.0433  0.0028  -0.1533
N  0.0018  0.0001  -0.0492
O  0.026  0.0298  -0.2226
O  -0.0136  0.0002  -0.0003
O  -0.0431  -0.0042  -0.0477
O  -0.0286  0.0645  -0.1158
N  -0.0399  0.0905  -0.1929
O  -0.0064  0.0023  -0.0449
O  -0.0078  -0.0229  -0.0751
O  0.0226  -0.06  -0.1956
O  -0.0192  0.0021  -0.0149
O  -0.0098  -0.0021  -0.0225
O  -0.0104  -0.0041  0.0212
O  -0.0335  0.0464  -0.1551
O  0.0156  -0.0177  -0.0599
O  0.0122  0.0289  -0.1367
O  -0.0253  0.024  -0.1101
O  0.0408  0.0185  -0.159
O  0.0024  0.0133  -0.0244
O  0.0032  0.0378  -0.0738
O  -0.0024  0.0019  -0.013
O  -0.003  0.0008  0.0257
O  0.0027  -0.0032  -0.0013
O  -0.0011  -0.011  -0.1072
O  -0.0245  -0.0039  -0.0633
O  -0.0208  0.008  -0.0256
O  -0.0088  -0.0015  -0.0047
O  -0.0086  0.0317  0.0192
O  -0.0354  -0.0057  -0.1339
O  -0.0086  0.0058  0.0439
O  -0.0148  -0.009  -0.0432
O  -0.0202  -0.0093  0.0355
O  0.0238  -0.009  -0.1001
O  0.005  -0.0157  0.0069
O  -0.0139  0.0309  0.1236
O  0.0234  -0.0112  -0.1176
O  0.0014  -0.0026  -0.0081
O  -0.0036  -0.0025  -0.0258
O  -0.0182  -0.0137  -0.124
O  0.0083  -0.0133  -0.0536
O  -0.0302  -0.0043  0.119
O  -0.0086  0.0003  0.0104
O  0.0017  -0.0114  0.0643
O  -0.0061  -0.0009  -0.012
O  0.0062  -0.0017  -0.0025
O  0.001  0.0008  0.0715
O  -0.0036  0.0323  -0.0525
O  0.0044  0.0174  -0.0416
O  -0.0193  -0.0086  0.0445
O  0.0062  0.0306  0.1016
O  -0.008  0.0128  0.0527
O  -0.0066  0.0339  0.0855
O  0.0026  0.0049  0.0355
O  0.0511  -0.0197  0.1129
O  -0.0132  0.009  0.0183
O  0.005  0.0005  0.0348
O  0.0567  0.0087  0.109
O  0.0106  0.0057  0.0125
O  0.0011  0.0106  0.0771
O  -0.0087  0.0232  0.1372
O  0.0013  0.0002  -0.0603
O  -0.0073  -0.0057  0.0418
O  -0.0277  -0.0163  0.0523
O  0.0472  -0.0158  0.2038
O  0.007  0.0046  0.0651
O  0.0359  -0.022  0.0493
O  -0.0637  0.0196  0.1513
O  0.0299  -0.0371  0.1214
O  0.0917  0.0577  0.1617
O  0.0287  0.015  0.067

The program warned: the cutoff lies below the one the program advises for these potential files; the forces do not sum to zero within the program's tolerance; empty levels may hold ghost states of the PAW files; the exchange-correlation potential is rough where the density is thin.
